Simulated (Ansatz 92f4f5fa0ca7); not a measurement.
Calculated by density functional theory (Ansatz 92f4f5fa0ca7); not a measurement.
Periodic cell of 222 atoms, Si134O80N8, from a study of silicon, its oxide and their interface. The atomic structure is a simulated model.
Doubt: the cutoff is far below the 930 eV that the study's wrapper takes by default for these files, so forces and energies are approximate.
This geometry differs little from another in the collection (a relaxation step or a small displacement).

Settings
functional: PBE
potential files: Ansatz PAW
basis: plane waves
wave-function cutoff: 580 eV
density cutoff ratio: 5
exchange-correlation grid ratio: 1
k mesh: 1 x 1 x 1, Gamma-centred
self-consistency stop: 5e-08 eV per atom in the density residual
occupations: fixed
spin: none
net charge: 0

Cell vectors (angstrom)
a 10.938 0 0
b 0 10.938 0
c 0 0 31.5716

Atoms: element, x, y, z (angstrom)
Si 0.294 -0.3899 24.0964
Si 4.821 0.5608 23.9248
Si 2.747 2.7171 24.5389
Si 7.8861 2.8862 23.9581
Si 0.473 5.0079 23.9718
Si 5.6511 5.1215 24.3941
Si 2.7273 8.4805 24.068
Si 8.2957 8.6823 23.7811
Si 1.2751 1.2662 25.5211
Si 6.7529 1.299 25.2854
Si 4.235 3.9801 25.8239
Si 9.5582 4.0957 25.2289
Si 1.5268 6.7542 25.2654
Si 6.8575 7.0306 25.153
Si 4.0341 9.7982 25.4663
Si 9.7164 9.4389 25.4953
Si 2.6707 0.0327 26.8976
Si 8.2117 -0.0451 26.7143
Si -0.0792 2.7521 26.7569
Si 5.6234 2.5701 26.9306
Si 2.7667 5.466 26.8396
Si 8.2067 5.5624 26.6324
Si 0.1337 8.0573 26.7785
Si 5.4631 8.2789 26.6915
Si 4.1018 1.3673 28.1534
Si 9.5708 1.3673 28.1534
Si 1.3673 4.1018 28.1534
Si 6.8362 4.1018 28.1534
Si 4.1018 6.8362 28.1534
Si 9.5708 6.8362 28.1534
Si 1.3673 9.5708 28.1534
Si 6.8362 9.5708 28.1534
Si 0 0 29.5206
Si 5.469 0 29.5206
Si 2.7345 2.7345 29.5206
Si 8.2035 2.7345 29.5206
Si 0 5.469 29.5206
Si 5.469 5.469 29.5206
Si 2.7345 8.2035 29.5206
Si 8.2035 8.2035 29.5206
Si 1.3673 1.3673 30.8879
Si 6.8362 1.3673 30.8879
Si 4.1018 4.1018 30.8879
Si 9.5708 4.1018 30.8879
Si 1.3673 6.8362 30.8879
Si 6.8362 6.8362 30.8879
Si 4.1018 9.5708 30.8879
Si 9.5708 9.5708 30.8879
Si 2.7345 0 0.6835
Si 8.2035 0 0.6835
Si 0 2.7345 0.6835
Si 5.469 2.7345 0.6835
Si 2.7345 5.469 0.6835
Si 8.2035 5.469 0.6835
Si 0 8.2035 0.6835
Si 5.469 8.2035 0.6835
Si 4.1018 1.3673 2.0507
Si 9.5708 1.3673 2.0507
Si 1.3673 4.1018 2.0507
Si 6.8362 4.1018 2.0507
Si 4.1018 6.8362 2.0507
Si 9.5708 6.8362 2.0507
Si 1.3673 9.5708 2.0507
Si 6.8362 9.5708 2.0507
Si 0 0 3.418
Si 5.469 0 3.418
Si 2.7345 2.7345 3.418
Si 8.2035 2.7345 3.418
Si 0 5.469 3.418
Si 5.469 5.469 3.418
Si 2.7345 8.2035 3.418
Si 8.2035 8.2035 3.418
Si 1.3877 1.3888 4.6421
Si 6.8295 1.406 4.77
Si 4.1124 4.0837 4.785
Si 9.6216 4.0792 4.7935
Si 1.3035 6.8373 4.8744
Si 6.8136 6.9322 4.7853
Si 4.0887 9.5503 4.7786
Si 9.426 9.5741 4.8992
Si 2.5995 -0.0262 5.977
Si 8.0549 0.1421 6.3122
Si 0.2224 2.7555 6.0821
Si 5.453 2.672 6.177
Si 2.7702 5.4371 6.1862
Si 8.1613 5.4674 6.0402
Si -0.2531 8.0746 6.2897
Si 5.4906 8.3324 6.2589
Si 3.9764 1.2468 7.3791
Si 9.8852 1.3149 7.3499
Si 1.935 3.6792 7.5842
Si 6.5825 4.3956 7.3725
Si 4.3647 6.6409 7.4406
Si 9.3493 6.5441 7.7737
Si 0.9301 9.8421 7.27
Si 6.2985 10.0877 7.7679
N 8.295 2.0255 22.4344
N 3.996 8.0429 22.8169
N 3.6104 1.7764 23.284
O 5.2334 5.9197 21.0714
N -0.8891 5.3263 8.8817
O 7.1424 -1.3694 9.087
N -0.0682 0.0794 8.1775
N 3.0925 9.3772 10.5136
O 7.4479 4.1263 8.7515
O 8.2516 7.2886 8.7807
O 3.8637 7.2902 8.8848
O 9.4995 2.5762 8.3463
O 2.9699 2.4364 8.0124
O 3.0928 13.5016 13.1744
O 1.6035 4.3549 9.059
O 6.7537 4.087 23.6834
O 0.2838 5.246 22.3159
O 1.6436 3.8556 24.0605
O 4.352 5.4429 23.4084
O 7.8968 10.3039 23.4685
O 1.4372 9.4477 23.5701
N -2.5059 10.5201 20.8338
Si 12.4655 15.976 21.2458
Si 2.5607 8.1034 9.4206
Si 17.1764 15.6632 17.9486
Si 10.4141 10.6416 9.8172
Si 3.4126 2.5058 21.6851
Si 14.7595 16.2727 16.3696
Si 1.7866 16.6677 18.271
Si 11.2912 5.2016 12.9142
Si 8.2034 -2.3828 9.8045
Si 1.9182 9.9381 11.6696
Si 4.513 9.3857 21.8729
Si 9.0021 8.8759 20.7704
Si 9.0129 3.9026 9.1558
Si -2.8801 7.1211 18.3882
Si 16.2138 -1.3783 19.0169
Si 3.2981 18.925 17.289
Si -2.8386 8.8736 12.8622
Si 0.3149 9.971 19.148
Si 16.6257 4.3781 20.6797
Si 3.6178 12.1283 12.501
Si 13.5139 3.5996 14.3201
Si -2.1972 0.324 22.3939
Si 7.9738 4.2297 15.8002
Si 4.0828 6.4358 22.148
Si 4.298 10.6469 10.1269
Si 11.4935 12.8398 16.0893
Si -2.9577 7.1721 15.4695
Si 1.0336 9.7474 16.2976
Si 0.1483 8.3187 13.5274
Si 0.6474 5.4938 9.7485
Si 6.3056 11.2421 12.1539
Si 13.9497 0.003 20.0449
Si 9.4803 2.7748 13.9461
Si 10.1153 5.9637 16.7977
Si 8.043 13.6334 20.8298
Si 7.6836 0.3022 19.4168
Si -0.9278 1.6993 18.7858
Si 8.6464 12.8264 11.2558
O 9.4846 4.5072 16.3987
O -1.6802 0.7398 10.2875
O 9.3633 1.7629 12.6985
O -1.2338 19.9772 13.0427
O 3.7204 1.1223 10.8333
O 5.351 10.5658 22.6509
O 5.3237 5.4986 16.8906
O 2.5422 9.2564 16.6451
O 17.6603 -0.7456 18.6345
O 4.7319 8.4766 17.9274
O 5.5948 10.2676 11.0526
O 7.1113 3.6589 17.0684
O 7.3974 5.6568 15.24
O 12.0607 5.1634 19.6546
O 13.373 7.2287 18.4835
O 8.8967 8.1942 22.28
O -5.8251 0.8918 13.1137
O 11.654 10.7098 10.86
O 2.5428 21.8716 12.8162
O -3.8221 16.7888 18.7217
O -0.0471 0.5751 19.5649
O 9.5657 17.4705 18.2212
O -3.9218 12.6032 20.0373
O 14.7461 4.3513 15.08
O 12.8727 19.9468 8.2457
O 3.1382 10.1197 21.4344
O 10.9405 6.7041 13.4027
O 9.4328 13.7158 19.9069
O 10.9366 2.3196 17.5882
O 5.3276 8.8913 20.5356
O 1.3812 6.9801 9.7703
O 13.5431 6.2271 21.5139
O 9.6143 7.0129 15.6373
O 1.7856 15.7155 13.5392
O 8.0194 3.1531 14.5879
O 11.3358 16.0263 11.2985
O 10.9569 9.5146 17.5894
O 12.2667 8.6578 12.4609
O 3.4238 17.8357 16.0596
O -8.7103 3.6167 21.5619
O -2.2146 11.7628 18.2433
O 8.948 3.4018 10.7137
O 7.5395 7.7788 16.9501
O 8.0704 8.0698 19.6984
O 4.8458 14.175 21.4641
O 7.298 4.1392 20.9552
O 4.317 10.8676 19.0824
O 10.1783 4.1731 13.4996
O 7.3829 10.3353 12.9665
O 13.8305 1.5517 20.4633
O 5.4395 5.4707 7.8696
O 10.2562 1.9093 15.0599
O 0.5204 -1.9972 14.9874
N 4.8492 11.0062 8.4726
O 7.7907 8.2174 11.3696
O 7.5493 8.0163 14.1527
O -0.5875 0.179 22.7973
O 12.1134 0.4081 16.0752
O 1.9198 20.9975 19.2513
O 12.6338 13.8425 15.5068
O 11.6943 5.8245 16.9979
O 5.3738 4.0281 19.115
O 9.7286 -1.7834 9.8445
O 7.0541 12.5126 11.4327
O 10.5417 8.9127 20.1781
O 13.87 15.6872 17.6324

Results
free energy: -133761.244 eV
free energy less fixed offsets of N -385.13, O -568.88, Si -635.61 eV per atom: 1.936 eV

Forces (eV/angstrom), in the order of the atoms: element, x, y, z
Si 0.0474 0.0287 0.0643
Si 0.0283 0.0168 0.1497
Si 0.0272 -0.0455 0.0115
Si 0.0159 -0.0657 0.0866
Si -0.0156 0.0635 0.0479
Si -0.0133 0.0055 -0.025
Si -0.0273 -0.0712 0.1268
Si 0.2365 -0.038 0.1918
Si -0.0326 -0.0639 -0.0104
Si -0.0361 0.0918 -0.0431
Si -0.0103 -0.0027 0.0332
Si 0.0015 -0.0063 -0.0187
Si 0.031 0.0607 -0.0458
Si -0.0145 0.0666 -0.0049
Si -0.0495 -0.0076 -0.0541
Si -0.0462 -0.0685 -0.0547
Si 0.0183 0.0149 0.0108
Si 0.0276 -0.0207 0.0417
Si -0.0014 -0.0071 0.0029
Si 0.0135 -0.0361 -0.0541
Si 0.003 0.0074 -0.0272
Si 0.0284 0.0078 0.0229
Si -0.0165 0.0154 0.0186
Si 0.015 0.0008 0.0168
Si -0.0477 -0.309 0.9022
Si -0.4773 0.0067 -0.2613
Si -0.3621 -0.061 -0.1387
Si 0.6916 0.4116 -0.1072
Si 0.2399 0.5358 -0.1523
Si 0.1582 -0.3513 -0.2969
Si -0.1219 -0.625 0.4978
Si 0.0426 0.0076 -0.323
Si -0.093 -0.1682 -0.0625
Si -0.2131 -0.0357 0.0967
Si 0.1243 0.0162 -0.03
Si 0.1466 0.1572 0.039
Si -0.1422 -0.116 0.0283
Si 0.0507 0.0537 -0.0978
Si 0.0302 0.154 0.0711
Si 0.0144 0.0571 -0.0918
Si 0.01 0.0089 -0.0282
Si -0.0248 0.0677 -0.0584
Si -0.0836 0.0433 0.01
Si 0.0738 -0.0931 0.0261
Si 0.0756 -0.0144 -0.0497
Si 0.0359 -0.0587 -0.0168
Si 0.0404 -0.1307 0.0178
Si -0.0187 0.0627 0.0109
Si 0.0418 0.0469 0.0066
Si -0.0499 0.0426 -0.0049
Si 0.0095 0.0276 0.0451
Si -0.0006 -0.1065 0.0092
Si -0.0434 0.0146 0.0057
Si -0.0367 -0.0128 0.0031
Si 0.0261 -0.0277 -0.0028
Si -0.0552 0.0965 0.0307
Si -0.0044 0.1215 -0.0221
Si -0.0906 -0.1201 -0.0271
Si 0.1531 0.0082 -0.0108
Si 0.1327 0.1421 0.0321
Si -0.0913 -0.1636 0.0127
Si 0.049 0.03 0.0652
Si -0.0975 -0.1003 0.0606
Si 0.0401 -0.0575 -0.0203
Si -0.67 -0.3658 0.1955
Si -0.0358 0.0209 0.0749
Si 0.5346 0.4269 -0.8107
Si 0.2836 0.0613 -0.0453
Si 0.0951 0.0879 0.1049
Si 0.0219 0.1904 0.2116
Si -0.2611 -0.337 0.298
Si -0.1473 0.4245 -0.2175
Si -0.0017 0.0113 -0.0042
Si 0.0175 -0.0068 0.0008
Si 0.0034 -0.0072 -0.0064
Si 0.0057 0.0147 -0.0142
Si -0.0087 -0.0058 -0.008
Si 0.0275 0.004 -0.0036
Si 0.006 -0.0025 -0.0033
Si 0 -0.0105 -0.0334
Si -0.0381 -0.0298 0.0376
Si -0.0342 0.0093 0.0027
Si -0.0076 -0.0185 0.0005
Si 0.0132 -0.0005 0.0113
Si 0.0023 -0.0027 -0.0064
Si -0.0176 0.0039 0.0019
Si 0.0299 0.0307 0.0079
Si -0.0009 -0.0034 -0.0141
Si 0.0535 -0.0056 -0.0046
Si 0.0191 -0.0251 -0.0229
Si -0.0216 0.0008 -0.0484
Si -0.0021 -0.0459 -0.0302
Si -0.021 0.0273 -0.0006
Si -0.0179 -0.0327 0.0112
Si -0.0099 0.0252 -0.0723
Si 0.0129 0.0369 -0.0333
N 0.0195 -0.0154 -0.0797
N 0.0696 0.0033 -0.0871
N -0.0244 0.0454 -0.0469
O 0.0118 -0.018 -0.0088
N 0.0286 -0.0225 0.0509
O 0.03 -0.025 0.0342
N -0.0042 -0.0206 0.0566
N -0.0046 -0.0132 0.0173
O -0.0081 0.0059 0.0092
O -0.0012 0.011 0.0055
O 0.0177 -0.0172 0.0098
O -0.0153 0.0514 0.0335
O -0.0029 -0.0057 0.0381
O -0.0008 0.0027 0.0074
O -0.0052 0.0044 0.0189
O -0.0315 0.0245 -0.0154
O 0.0054 -0.009 -0.064
O 0.0136 -0.0294 -0.0095
O 0.0084 -0.01 0.0082
O -0.0747 0.0242 -0.0145
O -0.0404 0.0309 -0.022
N -0.0108 -0.0163 -0.0659
Si -0.0096 0.0189 0.0131
Si -0.022 0 0.0046
Si 0.0055 0.0106 -0.0023
Si -0.0028 0.0007 -0.019
Si -0.013 0.0057 0.0143
Si 0.0036 -0.0002 0.006
Si -0.01 -0.0093 0.0183
Si 0.0027 0.0037 -0.0152
Si -0.0152 0.015 -0.0025
Si -0.0128 0.0068 -0.0164
Si -0.0229 -0.0157 0.0325
Si -0.0101 0.0513 0.0123
Si 0.0311 -0.0048 -0.0228
Si 0.0048 -0.0078 0.0089
Si 0.0118 -0.0055 0.0132
Si 0.0026 0.0013 0.0018
Si -0.0023 -0.0055 -0.0234
Si -0.0067 -0.0039 0.0107
Si 0.0052 0.0032 0.0224
Si 0.0006 0.004 -0.0083
Si 0.0013 0.0005 -0.0062
Si 0.0006 0.0254 -0.0203
Si 0.0029 -0.0029 0.0043
Si -0.0357 0.0344 0.0221
Si -0.0074 0.0037 -0.0284
Si 0.0004 -0.0015 0
Si -0.0006 0.0044 -0.0119
Si 0.0006 0.0005 -0.0017
Si -0.0029 0.0039 -0.0037
Si -0.0216 0.0073 -0.0027
Si 0.0093 -0.0007 -0.0123
Si -0.0044 0.0177 0.0169
Si 0.0016 -0.0044 -0.0087
Si 0.0001 -0.0018 0.0068
Si 0.0005 -0.0117 0.0383
Si 0.0102 -0.0032 0.0343
Si 0.0024 0.0115 0.01
Si 0.0072 0.0023 -0.0335
O -0.0003 0.0084 -0.0012
O -0.0004 0.0119 0.0062
O 0 0.0021 0.0084
O 0.0147 -0.0073 0.0087
O -0.0023 0.0139 0.0212
O 0.0044 -0.0426 -0.0738
O 0.0051 -0.0106 0.005
O 0.0005 -0.0017 0.0045
O -0.0131 -0.0057 -0.0029
O -0.0056 -0.0009 -0.0028
O 0.0042 0.0012 0.0099
O -0.0015 0.0073 0.0034
O 0.0014 0.0014 0.0039
O 0.0024 0.0021 -0.0213
O 0.0062 0.0044 -0.0051
O -0.0352 -0.0099 -0.0614
O -0.0022 -0.0023 0.0059
O 0.0236 -0.0099 0.0078
O -0.0036 -0.01 0.0001
O -0.0063 0.0014 -0.0118
O -0.0026 0.0008 -0.0048
O -0.0169 0 -0.0054
O -0.0111 0.0024 -0.0072
O 0.0005 -0.0018 0.0002
O 0.0149 0.0113 -0.0195
O -0.0004 -0.0048 0.0087
O 0.0051 -0.0076 0.0007
O 0.007 -0.0022 -0.0107
O 0.0033 -0.0009 -0.0048
O 0.0139 0.0009 -0.0177
O 0.0078 -0.0044 -0.007
O 0.0064 -0.0055 -0.0086
O -0.0046 0.0006 0.0009
O -0.0069 0.0006 -0.0035
O -0.0033 0.0009 0.003
O -0.0016 0.0051 0.0043
O 0.0033 0 -0.0035
O 0.0004 0.0032 0.0025
O -0.0018 -0.0014 0.0007
O 0.0065 -0.0039 0.0051
O 0.0007 -0.0039 -0.0062
O -0.0088 -0.0028 0.0069
O 0.0024 -0.0045 -0.0007
O 0.0055 -0.0088 0.0002
O -0.0058 -0.0037 -0.0003
O -0.0036 -0.0029 -0.0053
O 0.0046 0.0033 -0.0098
O -0.0039 -0.0039 0.0067
O -0.0013 0.0023 0.0053
O 0.0072 -0.0135 -0.0098
O -0.0032 -0.0027 0.0297
O 0.0012 -0.0011 0.0036
O 0.0008 -0.0023 -0.0044
N -0.0437 -0.0276 0.0248
O -0.0012 -0.0051 0.0124
O 0.0002 -0.0065 0.0146
O -0.0376 0.0017 -0.017
O -0.0017 0.0039 0.0005
O -0.0046 -0.0028 -0.0153
O -0.0046 -0.0033 0.0015
O -0.0017 0.0034 -0.0062
O -0.0013 0.0011 -0.0157
O 0.0034 0.0033 -0.0067
O -0.0024 -0.0041 0.0045
O 0.0023 -0.0038 -0.0063
O 0.004 -0.0005 -0.003

The program warned: the cutoff lies below the one the program advises for these potential files; the exchange-correlation potential is rough where the density is thin.
